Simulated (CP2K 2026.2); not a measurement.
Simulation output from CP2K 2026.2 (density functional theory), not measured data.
Periodic cell of 504 atoms, Si360O144, from a study of silicon, its oxide and their interface. The atomic structure is a simulated model.
Doubt: the forces sum to 2.82 eV/angstrom along one axis rather than to zero, so they err by at least 0.0056 eV/angstrom per atom on average; the grid cutoff is modest.

Settings: functional PBE; method Gaussian and plane waves; basis set DZVP-MOLOPT-SR-GTH; pseudopotentials GTH-PBE; grid cutoff 300 Ry, relative cutoff 40 Ry; k points Gamma only; occupations fixed; spin none; net charge 0.

Cell vectors (angstrom)
a 16.32 0 0
b 0 16.32 0
c -5.8545 -7.2846 33.6772

Atoms and the computed forces on them: element, x, y, z (angstrom), force x, y, z (eV/angstrom)
Si 1.08 -1.248 0.152 0.288 -0.061 0.708
Si 3.937 1.602 0.09 0.097 -0.282 0.717
Si 1.663 3.767 0.017 -0.176 0.169 0.761
Si 4.438 6.422 0.175 -0.125 0.163 0.74
Si 1.172 -6.49 -0.09 0.12 -0.135 0.671
Si 4.365 -4.373 0.137 -0.048 0.15 0.726
Si 6.95 -1.425 0.038 -0.253 0.189 0.677
Si 9.848 1.202 0.115 -0.236 0.049 0.751
Si 6.659 4.189 0.131 0.204 -0.177 0.73
Si 9.634 6.495 0.039 -0.047 0.194 0.673
Si 6.655 9.828 0.079 0.016 -0.223 0.668
Si -7.258 -3.761 0.109 0.304 -0.064 0.763
Si -4.35 -1.102 0.104 0.102 -0.138 0.736
Si -1.055 1.043 0.109 -0.154 0.145 0.756
Si -4.45 4.284 0.049 0.207 0.028 0.672
Si -1.636 7.193 -0.08 0.065 -0.216 0.727
Si -3.926 -6.966 0.007 -0.076 0.11 0.666
Si -1.079 -4.269 0 -0.191 0.05 0.718
Si 2.731 -0.023 1.315 0.013 -0.016 -0.046
Si 5.449 2.709 1.466 -0.014 0.013 -0.054
Si 2.727 5.385 1.367 -0.001 -0.013 -0.087
Si 5.529 8.142 1.344 -0.018 0.018 -0.041
Si 2.742 -5.496 1.38 -0.007 0.011 -0.04
Si 5.446 -2.685 1.365 0.002 0.007 -0.048
Si 8.169 0.081 1.349 0.025 -0.008 -0.054
Si -5.416 2.738 1.509 0.013 -0.013 -0.063
Si 8.187 5.363 1.465 -0.003 -0.011 -0.047
Si -5.497 8.144 1.268 -0.001 0.004 -0.037
Si 8.088 10.967 1.505 -0.003 0.007 -0.066
Si -5.518 -2.713 1.328 -0.019 0.012 -0.066
Si -2.72 -0.007 1.394 0 -0.01 -0.048
Si 0.049 2.689 1.356 0.013 0.002 -0.076
Si -2.744 5.485 1.18 -0.009 0.02 -0.062
Si -0.002 8.246 1.243 0.008 -0.004 -0.067
Si -2.701 -5.424 1.291 0.008 -0.01 -0.048
Si -0.028 -2.779 1.479 -0.003 -0.019 -0.03
Si 1.392 1.332 2.738 -0.002 0.004 0.03
Si 4.074 4.075 2.795 0.004 0.005 0.045
Si 1.336 6.824 2.614 0.002 0.013 -0.005
Si 4.083 9.437 2.716 0.021 -0.002 0.012
Si 1.417 -4.102 2.76 0.014 0.004 0.024
Si 4.064 -1.36 2.71 -0.004 -0.006 0.016
Si 6.814 1.354 2.772 0.011 -0.01 0.008
Si 9.5 4.027 2.846 0.006 0.007 0.023
Si 6.86 6.816 2.756 0.007 -0.005 0.031
Si 9.521 9.525 2.684 -0.005 -0.021 0.002
Si 6.744 12.312 2.834 -0.009 0.013 0.03
Si -6.834 -1.336 2.73 -0.01 -0.003 0.048
Si -4.004 1.388 2.786 -0.009 -0.017 0.027
Si -1.374 4.118 2.592 -0.025 -0.016 -0.012
Si -4.097 6.796 2.65 0.005 0.012 0.005
Si -1.345 -6.768 2.691 -0.011 -0.018 0.027
Si -4.095 -4.073 2.641 -0.002 0.018 0.005
Si -1.413 -1.402 2.775 0.002 0.018 0.021
Si -0.003 -0.017 4.08 0.006 0 -0.02
Si 2.718 2.699 4.122 0.011 -0.018 -0.007
Si -0.017 5.457 3.989 0.006 -0.01 0.005
Si 2.698 8.117 4.059 0.008 -0.008 0.003
Si 0.012 -5.445 4.085 -0.012 -0.001 -0.011
Si 2.736 -2.713 4.105 -0.01 -0.006 0.006
Si 5.435 -0.019 4.088 0.001 -0.01 -0.013
Si 8.135 2.692 4.172 -0.002 0.015 0.016
Si 5.454 5.462 4.099 -0.012 0.011 -0.009
Si 8.197 8.181 4.1 -0.004 -0.005 0.004
Si 5.392 10.864 4.095 -0.004 0.015 -0.015
Si 8.157 -2.679 4.14 0.01 0.006 -0.006
Si -5.433 0.01 4.082 -0.005 -0.005 -0.026
Si -2.66 2.778 4.078 0.015 0.002 0.009
Si -5.421 5.45 4.085 0.017 0.007 -0.019
Si -2.724 8.161 4.022 0.002 0 -0.024
Si -5.425 -5.441 4.032 -0.006 0.011 0.002
Si -2.776 -2.751 4.093 -0.003 0.001 0.013
Si 1.348 -1.378 16.273 -0.006 -0.004 -0.011
Si 4.079 1.347 16.281 -0.015 -0.013 -0.012
Si 1.347 4.09 16.307 0.002 -0.013 -0.009
Si 4.092 6.817 16.325 0.006 0.011 -0.008
Si 1.374 -6.803 16.346 0.013 0.01 -0.009
Si 4.088 -4.113 16.32 -0.004 0.005 -0.006
Si 6.781 -1.386 16.324 -0.002 -0.006 -0.009
Si -6.799 1.355 16.291 -0.01 0.002 -0.009
Si 6.819 4.126 16.315 0.014 0.003 -0.006
Si -6.772 6.827 16.336 0.001 -0.004 -0.005
Si 6.814 9.542 16.33 0.006 0.001 -0.003
Si -6.808 -4.1 16.349 -0.004 -0.003 -0.015
Si -4.091 -1.347 16.332 0.01 0.005 -0.002
Si -1.393 1.347 16.288 -0.002 0.007 -0.015
Si -4.073 4.099 16.303 0.011 -0.012 -0.011
Si -1.348 6.795 16.322 -0.003 0.003 -0.011
Si -4.092 9.544 16.35 -0.001 -0.001 -0.01
Si -1.355 -4.1 16.319 -0.006 -0.003 -0.014
Si 2.74 -0.06 17.612 0.016 0.015 0.006
Si 5.411 2.762 17.604 0.006 -0.003 -0.02
Si 2.715 5.454 17.663 -0.007 -0.007 -0.005
Si 5.466 8.181 17.677 -0.006 -0.014 0.006
Si 2.729 -5.436 17.716 0 -0.007 0.014
Si 5.454 -2.789 17.699 0.004 0.002 -0.006
Si 8.144 0.003 17.637 0.014 0.007 0.007
Si -5.431 2.72 17.63 -0.008 0.013 -0.002
Si 8.205 5.468 17.696 -0.014 -0.003 0.01
Si -5.453 8.206 17.733 0.002 0.002 -0.004
Si 8.15 10.882 17.748 -0.014 -0.009 -0.005
Si -5.44 -2.731 17.677 -0.016 -0.012 0.019
Si -2.73 0.011 17.701 -0.001 0.01 0.002
Si -0.053 2.725 17.619 -0.006 0.004 0.009
Si -2.726 5.458 17.68 -0.001 -0.011 0.017
Si 0.032 -8.196 17.689 0.002 -0.004 -0.01
Si -2.709 -5.438 17.706 -0.001 0.012 0.009
Si 0 -2.725 17.651 0.025 0 0
Si 1.351 1.334 18.866 -0.011 -0.003 -0.048
Si 4.084 4.111 19.002 0.019 -0.014 -0.012
Si 1.383 6.768 19.084 -0.023 0.01 -0.009
Si 4.102 -6.814 19.062 0.006 -0.003 -0.033
Si 1.359 -4.035 19.048 0.011 0.009 -0.02
Si 4.05 -1.462 19.009 -0.027 -0.006 -0.027
Si 6.759 1.407 18.924 -0.005 -0.001 -0.024
Si -6.75 4.06 19.02 0.004 0.008 -0.015
Si 6.871 6.875 19.041 0.004 0.022 -0.031
Si -6.821 9.548 19.142 0.017 -0.012 0.001
Si 6.793 -4.109 19.154 -0.006 0.019 -0.003
Si 9.464 -1.393 18.998 -0.017 -0.014 -0.044
Si -4.1 1.404 19.037 0.009 0.001 -0.011
Si -1.397 4.068 19.036 0.007 -0.03 -0.038
Si -4.061 6.848 19.05 0.008 -0.001 -0.017
Si -1.342 -6.851 19.021 -0.003 0.002 -0.023
Si -4.033 -4.026 19.068 0.001 0.018 -0.049
Si -1.358 -1.387 19.017 -0.018 -0.002 -0.014
Si 0.048 -0.023 20.26 0.007 0.017 0.053
Si 2.658 2.709 20.221 -0.023 0.01 0.073
Si 0.005 5.389 20.412 -0.012 -0.004 0.064
Si 2.769 8.115 20.43 0.01 0.017 0.056
Si -0.002 -5.449 20.324 0.018 0.006 0.042
Si 2.707 -2.742 20.509 0.009 -0.021 0.066
Si 5.409 -0.004 20.21 0 -0.001 0.026
Si 8.123 2.721 20.311 -0.003 0.015 0.038
Si 5.49 5.478 20.312 -0.009 0.002 0.059
Si 8.156 8.212 20.567 -0.022 -0.019 0.062
Si 5.427 -5.486 20.516 -0.002 -0.012 0.067
Si 8.133 -2.695 20.492 0.021 0.014 0.076
Si -5.479 -0.009 20.29 0.017 -0.001 0.048
Si -2.794 2.762 20.455 0.006 0.023 0.064
Si -5.408 5.465 20.377 -0.002 -0.019 0.05
Si -2.656 -8.185 20.456 0 -0.033 0.028
Si -5.418 -5.376 20.416 -0.005 0.012 0.061
Si -2.675 -2.655 20.491 -0.026 -0.002 0.052
Si 1.547 -1.08 21.732 -0.1 -0.252 -0.658
Si 3.787 1.11 21.435 0.081 0.039 -0.724
Si 1.08 3.694 21.634 0.155 0.23 -0.759
Si 4.4 6.978 21.718 -0.176 -0.006 -0.694
Si 1.541 -6.614 21.628 -0.085 -0.199 -0.754
Si 3.787 -4.418 21.813 0.161 0.299 -0.744
Si 6.886 -1.05 21.668 -0.074 -0.227 -0.644
Si -7.117 1.068 21.537 0.092 0.117 -0.71
Si 7.042 4.339 21.617 -0.092 -0.183 -0.732
Si -6.993 6.526 21.725 0.102 0.272 -0.704
Si 6.529 -7.015 21.949 0.242 0.14 -0.678
Si 9.882 -3.704 21.728 -0.22 -0.132 -0.796
Si -4.276 -1.404 21.728 0.258 0.126 -0.767
Si -1.146 1.496 21.524 -0.246 -0.031 -0.777
Si -3.857 4.437 21.802 -0.061 -0.274 -0.716
Si -1.493 6.539 21.797 0.146 0.207 -0.736
Si -3.829 -6.559 21.665 -0.174 -0.19 -0.723
Si -1.56 -4.362 21.691 0.163 0.289 -0.735
Si -6.231 2.543 -6.194 0 0.094 0.005
Si -4.215 0.417 -6.26 0.098 0.062 -0.045
Si -7.321 -4.39 -2.908 -0.099 0.085 0.005
Si -2.893 0.475 23.818 -0.098 -0.015 -0.136
Si -3.669 -4.221 -6.644 0.03 -0.024 0.029
Si 4.248 1.644 24.287 0.042 0.037 -0.075
Si 0.984 -7.384 -5.467 0.134 -0.04 0.144
Si -4.603 -5.485 -2.687 -0.041 0.019 0.132
Si 3.33 -4.193 -4.078 0.075 0.004 -0.112
Si 3.881 -3.539 24.752 -0.008 0.01 -0.109
Si 2.917 -2.48 -1.854 -0.009 -0.045 0.071
Si -4.01 -7.232 24.667 0.058 0.052 -0.089
Si 3.077 3.383 -5.077 -0.05 0 -0.025
Si -4.482 3.171 24.543 -0.019 0.041 -0.077
Si 4.809 5.9 -5.184 0.064 -0.059 -0.041
Si -7.938 -0.957 25.621 0.035 -0.049 -0.017
Si -6.079 4.611 -4.048 -0.104 -0.057 0.036
Si -7.928 2.846 -2.16 0.025 0.006 0.053
Si -1.264 -3.985 24.732 -0.033 -0.088 -0.074
Si -3.419 3.724 -2.703 -0.067 -0.029 0.063
Si -5.911 -2.015 -6.757 0.028 -0.076 -0.004
Si -4.202 -6.926 -5.133 0.054 -0.045 0.069
Si 4.725 7.338 -2.581 -0.006 0.121 0.026
Si -1.316 1.742 -2.894 -0.006 0.001 0.09
Si -6.44 7.601 24.614 -0.055 -0.041 -0.045
Si 1.966 3.554 24.605 -0.021 -0.018 -0.086
Si 6.387 -4.407 -4.444 0.13 -0.01 0.045
Si -1.276 5.995 -2.835 0.052 0.013 -0.006
Si -6.961 1.684 24.424 -0.019 0.018 -0.079
Si 5.916 -6.431 -6.894 -0.045 -0.012 -0.052
Si -1.977 -0.834 -4.407 -0.074 0.006 0.067
Si 6.654 3.312 24.499 0.064 0.028 -0.065
Si -1.233 -6.988 25.799 -0.073 0.128 0.026
Si -1.02 -2.813 -6.484 -0.086 -0.11 0.028
Si 3.486 8.09 -7.024 0.078 0.047 -0.045
Si 7.806 1.027 -4.593 0.06 0.013 0.016
Si -6.969 -3.792 24.723 0.08 -0.096 -0.085
Si 7.816 8.019 -2.092 0.057 0.008 0.076
Si -6.767 7.579 -4.619 -0.068 0.029 0.109
Si 3.152 6.201 24.419 -0.012 0.013 0.01
Si 7.839 -6.367 24.768 -0.113 0.02 -0.106
Si 7.249 7.022 -6.534 -0.097 -0.064 0.035
Si 0.46 7.847 23.899 -0.017 -0.041 -0.147
Si -1.817 7.481 -5.428 -0.042 -0.08 0.087
Si 5.051 -0.221 -2.028 0.084 0.053 -0.02
Si 2.518 -6.973 -2.933 0.009 -0.075 0.128
Si 5.565 -1.065 24.531 0.071 0.021 -0.162
Si -4.098 -4.301 25.798 0.114 0.007 -0.077
Si 1.079 -2.076 24.666 -0.009 -0.045 -0.095
Si -8.081 -2.126 -4.622 0.034 0.057 0.072
Si -2.91 -2.842 -2.129 0.048 -0.04 0.125
Si 0.849 3.99 -2.985 0.01 -0.067 0.1
Si 1.569 -4.579 -6.43 0.004 -0.035 -0.048
Si 4.904 0.852 -4.968 0.003 -0.022 0.086
Si 1.355 -1.365 5.45 0.006 0.006 0.008
Si 4.088 1.348 5.462 0 -0.007 0.008
Si 1.333 4.097 5.404 -0.006 0.01 0.007
Si 4.067 6.794 5.444 0.005 -0.003 0.018
Si 1.358 9.499 5.429 0.011 0.012 0.01
Si 4.066 12.23 5.468 0.002 0.003 0.013
Si 6.787 -1.345 5.485 -0.002 -0.002 0.014
Si 9.532 1.343 5.477 -0.007 -0.018 0.011
Si 6.786 4.091 5.477 -0.005 0 0.013
Si -6.774 6.811 5.45 0 -0.002 0.006
Si 6.8 9.529 5.436 -0.007 -0.006 0.007
Si -6.785 -4.085 5.425 0.011 0.004 0.001
Si -4.101 -1.366 5.449 -0.002 0.009 0.013
Si -1.335 1.378 5.432 -0.005 -0.002 0.008
Si -4.057 4.097 5.441 -0.005 -0.003 0.01
Si -1.365 6.801 5.39 -0.003 -0.004 0.004
Si -4.07 -6.799 5.404 -0.002 -0.006 0.003
Si -1.37 -4.091 5.431 0.011 0.007 0.005
Si 2.719 -0.008 6.812 0.002 -0.006 -0.001
Si 5.432 2.719 6.824 0.002 0.004 0.004
Si 2.703 5.432 6.79 0.008 -0.004 0.004
Si 5.435 8.164 6.792 -0.012 0.003 0.002
Si 2.7 10.867 6.806 -0.007 0.003 0.007
Si 5.436 -2.73 6.822 0.001 -0.001 0.001
Si 8.159 0.003 6.837 0.003 -0.001 0.004
Si -5.424 2.729 6.801 0.007 0.004 -0.001
Si -8.148 5.451 6.807 -0.003 0.003 -0.002
Si -5.421 -8.144 6.796 0.004 -0.003 0.006
Si -8.154 -5.435 6.793 0.006 0.001 0
Si -5.445 -2.729 6.81 -0.004 0.001 0.004
Si -2.718 0.011 6.779 0 0.005 0.004
Si 0.007 2.735 6.801 0.004 -0.01 0
Si -2.704 5.456 6.794 -0.001 -0.003 0.004
Si -0.008 8.144 6.779 0.004 -0.002 0.002
Si -2.72 -5.453 6.79 0.001 0 0.001
Si -0.013 -2.726 6.795 -0.005 0.005 0.008
Si 1.363 1.367 8.161 0.013 0.009 0.001
Si 4.063 4.08 8.165 -0.006 -0.015 -0.001
Si 1.353 6.797 8.151 -0.002 -0.01 -0.007
Si 4.077 9.518 8.159 0.008 0.011 0
Si 1.344 -4.087 8.16 -0.006 -0.01 0.003
Si 4.074 -1.367 8.175 -0.004 0.001 -0.004
Si 6.799 1.37 8.183 0.005 0.006 -0.003
Si -6.792 4.085 8.162 0.002 0.001 -0.003
Si 6.799 6.807 8.157 0.004 -0.005 -0.003
Si -6.794 -6.795 8.154 0.005 -0.001 -0.005
Si 6.809 -4.083 8.166 -0.006 0.008 0.005
Si -6.803 -1.372 8.175 -0.015 -0.005 0.005
Si -4.073 1.361 8.157 -0.005 -0.002 -0.005
Si -1.358 4.087 8.16 0 0.003 -0.002
Si -4.068 6.812 8.157 0.008 0.006 0
Si -1.36 -6.812 8.148 -0.003 0.002 0.001
Si -4.075 -4.088 8.156 0.001 0.003 -0.004
Si -1.367 -1.355 8.149 0.01 0.001 -0.004
Si -0.003 0 9.512 -0.005 0.006 -0.008
Si 2.717 2.719 9.531 0.005 0.001 0.002
Si 0.001 5.443 9.522 0.006 -0.003 -0.003
Si 2.715 8.155 9.514 -0.005 -0.005 -0.003
Si -0.01 -5.449 9.518 0.001 0.003 -0.002
Si 2.71 -2.729 9.522 0 0.001 -0.002
Si 5.437 -0.001 9.53 0.005 0.001 -0.007
Si -8.155 2.73 9.529 -0.007 -0.005 0
Si 5.438 5.442 9.514 -0.013 -0.006 -0.006
Si -8.156 -8.155 9.514 -0.004 0.006 -0.002
Si 5.441 -5.443 9.516 0.008 0.001 -0.001
Si -8.16 -2.725 9.535 0.006 0.001 0.005
Si -5.437 0 9.517 0.001 0.002 -0.008
Si -2.72 2.725 9.517 0.002 0.002 -0.002
Si -5.433 5.45 9.514 0.002 -0.003 -0.005
Si -2.715 -8.156 9.525 0.007 -0.004 0.001
Si -5.436 -5.44 9.52 -0.004 0.005 -0.003
Si -2.72 -2.721 9.514 -0.001 0.002 0.001
Si 1.351 -1.365 10.878 0.003 0.007 -0.003
Si 4.078 1.358 10.889 -0.002 0.002 -0.004
Si 1.36 4.085 10.884 -0.006 -0.006 0.004
Si 4.08 6.8 10.876 0.009 -0.005 0.002
Si 1.356 9.515 10.876 -0.001 0.004 -0.002
Si 4.08 -4.085 10.876 0.001 0 -0.002
Si 6.8 -1.36 10.887 -0.005 0.002 -0.001
Si -6.797 1.361 10.878 -0.001 -0.002 0.002
Si -9.522 4.088 10.884 0.002 0.004 0.001
Si -6.797 -9.514 10.876 0.009 -0.004 -0.003
Si -9.516 -6.798 10.875 -0.005 0.007 0.001
Si -6.795 -4.085 10.885 -0.005 0.002 0.004
Si -4.083 -1.365 10.876 -0.004 0.005 -0.001
Si -1.362 1.359 10.872 0.008 0.004 0
Si -4.079 4.089 10.877 -0.001 -0.002 0
Si -1.357 6.803 10.882 0.006 -0.004 0
Si -4.076 -6.795 10.884 -0.003 -0.002 -0.003
Si -1.366 -4.085 10.879 0.002 -0.004 0
Si 2.713 -0.007 12.239 0.002 0.001 0
Si 5.44 2.721 12.245 -0.004 -0.009 0
Si 2.723 5.444 12.244 -0.001 -0.005 0.003
Si 5.444 8.161 12.231 0.001 0.002 0.001
Si 2.722 10.871 12.233 0.004 -0.006 0
Si 5.44 -2.726 12.237 0.004 0.011 0.003
Si 8.166 0 12.243 0.003 0.004 0
Si -5.444 2.73 12.233 0 -0.003 -0.003
Si -8.16 5.453 12.24 -0.005 0 0.002
Si -5.436 -8.156 12.239 -0.002 0.004 0.005
Si -8.157 -5.443 12.241 0.002 -0.002 0.004
Si -5.439 -2.723 12.243 -0.004 0 0.003
Si -2.723 -0.003 12.23 -0.001 0.003 0.006
Si -0.006 2.721 12.229 0.004 0.002 0.001
Si -2.72 5.447 12.24 0.008 0.001 0.004
Si -0.002 8.163 12.244 0.001 -0.006 -0.001
Si -2.722 -5.436 12.253 -0.005 0.005 0.006
Si -0.003 -2.73 12.24 -0.002 0.001 0.002
Si 1.348 1.36 13.586 -0.009 0.006 -0.005
Si 4.081 4.083 13.606 0.003 0 0.01
Si 1.366 6.811 13.602 0.003 0.006 0.005
Si 4.087 9.517 13.592 0 -0.003 -0.003
Si 1.361 -4.098 13.595 0.012 -0.004 0
Si 4.075 -1.371 13.593 -0.007 0 0
Si 6.807 1.362 13.6 0.008 -0.005 0.002
Si -6.797 4.095 13.598 -0.007 -0.004 0.007
Si 6.807 6.818 13.602 -0.001 0.004 0.001
Si -6.796 -6.801 13.601 -0.001 -0.003 0.001
Si 6.804 -4.081 13.598 -0.003 0 0.003
Si 9.517 -1.371 13.604 0.003 0.001 0.002
Si -4.087 1.362 13.581 0.003 0.008 0.001
Si -1.36 4.081 13.59 0.001 -0.013 -0.003
Si -4.071 6.815 13.604 -0.001 -0.01 0.002
Si -1.363 9.517 13.611 0.005 0.003 0.001
Si -4.085 -4.076 13.616 -0.008 0.007 0.001
Si -1.372 -1.371 13.592 0.002 0.008 0.007
Si -0.014 -0.003 14.937 0.002 0 -0.002
Si 2.704 2.717 14.949 -0.001 -0.011 -0.003
Si -0.001 5.447 14.943 0 -0.008 -0.007
Si 2.73 8.171 14.965 0.004 -0.002 0.002
Si 0.009 -5.456 14.967 0.003 -0.003 -0.003
Si 2.727 -2.747 14.952 0.006 0.005 0.002
Si 5.446 -0.016 14.943 -0.002 0.007 -0.003
Si 8.161 2.737 14.956 -0.001 0.001 0
Si 5.444 5.46 14.954 0.004 -0.002 -0.002
Si 8.171 8.172 14.975 -0.002 0.006 0
Si 5.45 10.872 14.95 -0.004 -0.002 -0.006
Si 8.161 -2.734 14.974 -0.003 0.001 0.003
Si -5.435 -0.003 14.943 -0.008 0.011 -0.006
Si -2.733 2.724 14.937 -0.005 -0.001 -0.002
Si -5.435 5.462 14.957 0.008 0.008 -0.004
Si -2.724 8.172 14.988 -0.004 0.004 0.002
Si -5.45 -5.441 14.969 -0.003 -0.005 -0.004
Si -2.723 -2.718 14.979 0.001 -0.006 0.003
O -1.849 6.226 -6.457 -0.128 -0.723 0.162
O -5.91 2.679 25.137 -0.184 0.27 0.625
O -6.354 4.019 -5.533 -0.292 0.346 -0.571
O 2.705 0.037 22.061 -0.115 -0.068 0.525
O 0.825 -7.223 22.948 -0.271 0.159 0.198
O 5.443 8.115 22.295 0.109 0.11 0.254
O -6.34 6.939 23.152 0.392 0.071 0.174
O 3.566 -3.774 -1.144 -0.191 -0.11 -0.447
O 8.053 0.025 22.088 -0.274 0.063 0.41
O -4.575 4.206 -3.683 0.184 0.152 -0.313
O 4.364 -4.021 23.284 0.685 -0.134 -0.021
O -7.042 -4.486 -1.321 0.334 -0.526 -0.185
O 7.003 -6.327 23.364 -0.114 0.511 -0.138
O -4.363 -7.123 23.092 -0.485 -0.205 -0.004
O 7.575 -6.97 -1.193 0.198 0.204 -0.12
O -1.574 1.636 -1.303 -0.453 0.28 -0.094
O -0.234 -2.843 25.248 0.07 0.321 0.246
O -7.58 6.994 -1.238 -0.011 -0.372 -0.521
O -8.119 5.396 22.072 0.171 -0.229 0.525
O -7.668 -2.352 24.872 -0.311 -0.045 -0.151
O 4.481 1.85 22.703 0.379 0.548 0.11
O 8.054 -2.556 -0.332 -0.092 0.083 -0.643
O -0.726 7.021 23.158 -0.187 0.027 0.406
O 0.87 -1.542 23.145 -0.441 -0.216 0.227
O 7.559 -4.964 -3.437 -0.017 -0.588 0.409
O -3.896 -4.042 -2.556 -0.167 0.051 -0.252
O -5.513 -0.531 -6.304 -0.543 0.054 0.419
O 6.318 7.476 -2.36 -0.129 -0.059 0.201
O -5.416 0.048 -0.382 0.063 0.093 -0.305
O -7.245 -2.409 -5.962 -0.138 -0.38 -0.221
O -4.033 3.374 -1.245 -0.213 -0.779 -0.135
O -4.76 1.907 -5.942 0.211 0.414 0.496
O 3.848 6.09 22.963 0.02 -0.458 0.118
O 6.404 1.327 -5.341 0.045 0.358 -0.437
O -3.701 -1.776 -1.217 0.031 0.107 -0.274
O -0.936 -4.002 23.145 0.292 0.019 0.233
O 0.001 5.268 -3.51 -0.023 0.436 -0.439
O -6.934 2.005 -1.214 0.089 -0.105 -0.44
O 0.012 -0.116 -0.334 -0.107 0.051 -0.505
O -2.726 -5.432 22.079 -0.263 0.162 0.436
O 5.484 -5.447 -0.431 0.075 0.1 -0.544
O 0.057 -5.347 -0.516 0.067 0.143 -0.459
O 3.885 2.055 -4.65 -0.055 -0.026 0.223
O 4.713 1.169 -1.282 0.3 0.389 -0.157
O 5.545 5.304 -0.289 0.139 0.146 -0.152
O -2.367 4.9 -2.41 -0.204 -0.126 0.173
O -2.813 -8.059 -0.52 0.093 0.205 -0.668
O 6.04 -1.419 23.015 0.003 -0.472 -0.107
O 2.759 -2.829 -3.413 -0.16 0.541 -0.408
O -0.887 6.761 -1.467 0.413 0.033 -0.014
O -4.666 -6.21 -1.237 -0.448 0.107 -0.092
O 6.942 -6.962 25.962 -0.36 -0.454 -0.196
O 2.807 2.674 -0.389 -0.1 0.098 -0.248
O -6.163 6.215 -4 0.133 0.082 0.182
O -3.833 -0.635 23.106 -0.104 -0.12 0.096
O -6.44 1.651 22.893 0.676 0.478 0.155
O -0.059 2.597 22.023 -0.003 -0.062 0.211
O 0.022 -7.876 25.33 0.474 -0.102 0.406
O 2.346 -3.07 24.651 -0.204 -0.223 -0.059
O 5.351 2.534 25.042 -0.148 0.336 0.734
O -1.052 -1.494 -5.549 0.638 0.142 -0.248
O -6.046 -5.261 -3.422 0.151 -0.04 -0.338
O 6.425 -0.82 -1.401 0.298 0.09 -0.446
O 7.27 3.562 -1.245 0.041 -0.237 -0.387
O 1.089 4.285 -1.411 -0.365 0.496 -0.222
O 6.674 -7.802 -6.555 0.057 -0.217 0.172
O -3.063 -7.876 -5.758 -0.165 -0.081 -0.317
O -2.203 -3.845 -6.05 0.045 -0.373 0.511
O -6.899 -4.27 23.175 -0.401 -0.626 0.086
O 1.96 -7.906 -6.642 -0.022 0.005 -0.422
O -2.343 -0.009 25.253 0.283 -0.603 -0.009
O -1.927 6.995 -3.904 -0.476 0.338 0.188
O -4.96 7.903 25.2 0.251 -0.372 0.505
O 1.509 -2.073 -1.194 -0.415 -0.272 -0.314
O 3.887 -1.235 -1.61 0.001 0.143 0.229
O 4.183 7.016 25.351 0.414 0.431 -0.357
O 6.841 -0.566 25.367 -0.125 0.254 0.113
O 6.22 -5.393 -5.704 0.173 -0.018 0.027
O 0.862 -5.795 -5.642 -0.263 0.241 0.216
O 0.601 3.313 25.429 -0.555 0.026 -0.318
O 4.901 -2.37 25.19 0.081 0.007 0.443
O -2.839 -3.643 24.992 -0.153 0.35 -0.274
O 3.977 -4.679 25.887 -0.133 -0.507 -0.208
O 4.35 -6.846 -7.065 -0.343 0.411 -0.116
O -0.991 -5.412 25.462 0.31 0.033 0.281
O 1.395 -0.837 25.642 0.215 0.324 -0.156
O 4.357 0.088 -6.292 -0.343 -0.325 0.203
O 2.893 4.772 25.15 0.157 0.104 0.473
O 1.684 4.055 23.093 0.373 0.603 0.005
O -0.452 -8.042 -5.651 -0.134 0.386 -0.332
O -5.347 -2.559 22.154 0.063 0.06 0.464
O 4.016 -7.603 -3.063 0.207 0.397 -0.158
O 4.917 -4.3 -3.797 0.02 0.075 0.534
O -3.771 -6.493 -3.633 0.488 -0.216 0.267
O -6.96 0.2 25.049 0.113 -0.106 0.126
O 2.928 -4.159 -5.644 0.313 0.297 -0.362
O -4.3 -5.854 25.434 -0.512 -0.081 0.072
O 1.879 -7.068 -1.445 0.137 -0.13 0.015
O 1.736 6.928 24.188 -0.12 -0.106 -0.135
O 6.934 4.578 25.442 -0.026 0.366 -0.495
O -7.121 3.965 -2.993 -0.024 0.392 0.256
O -7.734 -8.048 -3.496 -0.023 0.638 -0.278
O -2.411 -2.034 -3.42 0.132 -0.299 -0.127
O -5.559 5.402 -0.473 0.111 0.009 -0.209
O 6.373 6.027 -5.584 0.433 -0.479 0.348
O 2.774 2.154 24.691 -0.205 -0.157 0.361
O 4.431 0.081 24.612 -0.456 -0.046 0.173
O 2.619 -5.509 22.152 -0.147 -0.055 0.435
O 5.046 -0.063 -3.632 0.111 -0.212 -0.068
O -4.271 -5.561 -5.986 -0.402 -0.042 -0.161
O -4.613 4.052 23.193 -0.271 0.175 0.042
O -5.512 -3.621 25.412 0.117 0.714 0.211
O 7.713 1.788 -3.168 -0.376 -0.358 0.341
O 6.826 -2.894 -4.832 -0.397 0.348 -0.403
O 6.391 3.811 22.998 -0.307 0.065 0.021
O -3.849 4.059 25.735 0.542 0.107 -0.054
O -7.587 7.135 -5.934 0.293 -0.046 -0.288
O -2.665 5.482 22.236 -0.032 0.048 0.392
O 4.056 7.102 -5.918 -0.307 0.008 0.095
O 8.025 -0.557 -4.35 -0.024 -0.024 0.262
O -7.335 1.604 -5.501 0.079 -0.133 -0.05
O 1.556 -7.74 -3.991 -0.192 -0.486 0.141
O 2.052 3.112 -6.298 -0.248 -0.168 0.211
O 7.884 2.283 24.529 -0.079 0.058 -0.039
O -2.652 2.496 -3.416 -0.42 -0.318 -0.507
O -7.281 -2.836 -3.391 0.19 0.47 0.144
O -7.182 6.628 25.655 -0.412 -0.405 -0.109
O -1.631 0.707 22.853 0.35 -0.421 0.202
O -5.608 -7.723 -5.087 -0.212 0.18 -0.278
O -1.668 -3.483 -1.306 0.211 0.033 -0.378
O -7.219 -7.319 24.485 0.16 0.238 -0.086
O 2.608 -5.43 -3.351 -0.403 0.113 0.239
O 3.894 6.985 -1.245 -0.46 0.063 -0.224
O 4.173 4.472 -5.557 -0.015 -0.132 -0.505
O 0.467 -3.41 -6.401 0.211 0.133 0.343
O -3.239 -0.104 -5.095 -0.191 0.248 0.175
O -2.467 -7.576 24.936 0.26 -0.451 -0.029
O -3.622 1.884 24.094 -0.113 -0.048 -0.314
O -7.94 -4.94 25.33 -0.161 0.225 0.391
O 0.013 2.616 -3.181 0.205 -0.379 -0.238
O 2.226 3.89 -3.806 0.103 0.227 0.334
O 4.561 6.118 -3.612 -0.302 -0.426 0.339
O -4.689 -3 -6.394 0.083 0.272 0.504
O -1.16 0.303 -3.595 0.243 0.034 0.021

Results
total energy: -101659.752 eV
total energy less fixed offsets of O -438.25, Si -107.07 eV per atom: -6.552 eV
